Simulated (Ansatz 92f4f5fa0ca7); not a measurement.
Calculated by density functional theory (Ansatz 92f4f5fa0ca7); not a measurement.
Periodic cell of 179 atoms, Si99O80, from a study of silicon, its oxide and their interface. The atomic structure is a simulated model.

Settings: functional PBE; potential files Ansatz PAW; basis plane waves; wave-function cutoff 700 eV; density cutoff ratio 5; exchange-correlation grid ratio 2; k mesh 2 x 2 x 1, shifted by 0.5 0.5 0.5 of a step; self-consistency stop 5e-08 eV per atom in the density residual; occupations Fermi-Dirac, 0.05 eV; spin none; net charge 0.

Cell vectors (angstrom)
a 11.5983 0 0
b 0 11.5983 0
c 4.6374 1.2883 24.1894

Atoms: element, x, y, z (angstrom)
Si -1.0637 4.2069 -0.2169
Si -1.0607 6.7241 -0.1678
Si -0.5861 13.1117 -1.4661
Si 1.0213 3.6533 0.8262
Si 2.8233 5.9744 0.2441
Si 2.1113 11.8193 -1.528
Si 5.3044 1.8615 1.5945
Si 6.9988 6.0699 0.1781
Si 7.6423 11.4889 -0.5429
Si 4.8012 0.3782 -0.2932
Si 0.8536 6.9239 1.3413
Si 0.7211 12.1744 0.9391
Si 7.6926 1.9775 1.402
Si 4.9197 6.0142 1.3932
Si 5.3343 9.9907 1.7646
Si 8.4329 4.1904 0.8906
Si 8.5341 7.7158 1.0012
Si 7.6895 10.0102 1.2956
Si 0.8223 4.8337 2.771
Si 0.8514 8.6357 3.0151
Si 0.7398 11.1179 3.0434
Si 4.7631 4.015 2.6308
Si 4.7896 7.9625 2.8174
Si 4.8744 11.7742 3.1928
Si 8.6085 4.8553 3.1237
Si 8.6211 7.2706 3.2832
Si 8.4157 11.7266 2.9754
Si -0.9679 4.1651 4.1196
Si -1.0204 8.0895 4.3946
Si -1.2189 11.6672 4.3615
Si 2.8137 4.2088 3.9544
Si 2.8395 8.1067 4.2024
Si 2.7457 11.8541 4.2332
Si 6.5491 4.0639 4.1846
Si 6.605 7.9131 4.389
Si 6.7451 11.7327 4.6396
Si -1.0419 2.1898 5.5212
Si -0.9181 6.0616 5.5023
Si -1.2152 9.8363 6.0285
Si 2.774 2.3507 5.4718
Si 2.8677 6.0537 5.4022
Si 2.8389 9.9875 5.6586
Si 6.6568 2.2332 5.7368
Si 6.4687 5.9351 5.6193
Si 6.7419 9.7205 5.9927
Si 0.905 2.2925 6.9026
Si 1.0088 6.1996 6.8269
Si 0.9394 9.9673 7.1872
Si 4.6669 2.3335 7.0789
Si 4.579 6.0243 7.0365
Si 4.6796 9.9582 7.1246
Si 8.6376 2.9539 6.7694
Si 8.6334 5.2989 6.4003
Si 8.5546 9.1624 7.5408
Si 0.7123 4.325 8.1739
Si 1.4256 6.8031 11.1732
Si 1.705 12.0365 8.2568
Si 4.5854 4.2468 8.6134
Si 4 7.9887 8.2326
Si 4.116 11.9744 8.3272
Si 10.2085 5.064 9.0906
Si 8.6665 6.7439 8.1928
Si 8.4579 10.3138 9.666
Si 2.4377 4.2035 9.787
Si 1.6245 7.9724 8.2854
Si 1.1144 13.0682 10.298
Si 6.7352 4.8818 9.6517
Si 5.1638 8.2934 11.1965
Si 5.6107 11.2385 10.9655
Si 8.4909 3.4767 9.0722
Si 10.2412 6.0173 11.1952
Si 9.7848 12.8726 10.3888
Si 3.1416 9.099 21.9176
Si 2.3176 4.9295 14.9258
Si 7.9644 6.6242 18.8547
Si 5.5739 7.8323 17.5922
Si 3.4445 3.6858 17.1669
Si 12.2088 4.5564 17.2502
Si 13.7503 0.5696 21.9719
Si 3.2375 7.5435 13.2983
Si 7.3586 8.1105 12.9915
Si 11.7912 8.2932 21.3814
Si 6.0057 4.8652 17.4148
Si 5.1103 9.3721 14.899
Si 16.3907 8.8391 20.2759
Si 7.3517 3.0875 15.0373
Si 9.5032 9.1139 11.4169
Si 7.445 8.0315 21.3743
Si 12.0115 0.2082 15.2205
Si 2.9409 2.0535 14.8063
Si 7.7026 5.1286 12.6222
Si 9.2864 11.762 18.5995
Si 11.3548 9.9044 17.5086
Si 5.51 12.3594 13.8944
Si 10.0246 2.3625 16.5885
Si 10.9841 7.0848 18.5141
Si 11.6468 11.0294 20.2244
Si 7.0324 10.8205 20.3882
Si 11.2526 11.3419 12.2588
O 1.0042 12.9671 -1.9432
O 6.1364 0.1322 -1.2281
O 1.4282 2.0665 1.0962
O 4.427 -1.0931 0.4111
O 1.5993 11.2177 -0.0829
O -0.6615 12.523 0.0863
O 4.7918 9.8769 11.4078
O 1.0216 7.6323 9.8233
O 6.9736 10.8614 10.1472
O 4.6811 7.801 9.7486
O 9.9507 12.2952 11.9215
O 9.5057 11.5932 9.4123
O 11.7141 6.1311 11.8883
O 11.1832 13.6571 10.0276
O 7.1004 7.8874 18.2245
O -1.09 3.0812 -1.5165
O 7.9147 9.5524 20.9471
O -1.4384 12.1203 -2.4429
O 2.2791 4.391 -0.0018
O 3.5012 4.8721 16.0385
O 3.1606 6.5707 -1.2513
O 8.1471 6.8703 20.4628
O 10.8926 3.5993 17.1988
O 3.5991 0.8611 -1.298
O 8.1647 1.3985 -0.1014
O 14.5215 -0.8715 22.2189
O 5.3108 8.9763 16.4647
O 2.1112 14.3678 10.6178
O 16.1041 8.0998 18.818
O 7.7671 11.4756 19.0921
O 10.2707 11.8471 19.902
O 5.972 12.0339 12.3566
O 2.4243 5.5354 10.7955
O 0.9946 12.0209 11.5745
O 3.6797 8.7097 14.3726
O 7.2526 6.3797 9.0885
O 6.5604 3.96 16.1739
O 4.536 7.3123 12.3475
O 8.742 8.9797 12.8982
O 11.9523 5.818 18.23
O 6.7172 4.9525 11.3223
O 10.9632 9.8444 11.665
O 8.5386 13.8961 10.2632
O 9.2708 5.099 12.1421
O 7.3863 3.9237 13.649
O 2.7065 6.1739 13.9854
O 4.7628 3.9874 18.0958
O 4.672 12.0918 9.9329
O 13.5434 3.7732 17.8432
O 11.0492 1.3566 15.8339
O 1.862 0.8482 14.887
O 9.2804 1.5829 17.8111
O 0.9002 5.1186 15.7233
O 5.1493 10.9939 14.7374
O 6.635 1.641 14.7084
O 6.7707 8.1662 11.4527
O 11.3007 8.2819 17.4321
O 7.5126 6.5476 13.4225
O 11.2044 7.5697 20.0487
O 12.1788 10.3018 18.8569
O 2.2004 10.66 -2.6524
O 17.4392 7.885 21.1273
O 2.0485 7.9034 12.2326
O 11.3594 9.8884 21.3698
O 5.5589 10.2747 19.9471
O 6.3845 8.8044 14.0767
O 6.6119 6.2429 -1.4655
O 9.4557 6.594 18.2257
O 3.536 2.2743 16.3316
O 5.4528 6.3418 16.9376
O 1.8277 8.2708 21.3605
O 2.2894 3.447 14.2051
O 9.6969 7.5488 10.9434
O 4.1383 1.6327 13.7995
O 12.1399 10.5295 16.2287
O 11.3849 -0.3784 13.8553
O 8.8809 2.852 15.547
O 9.845 10.5614 17.6175
O 12.8274 12.0645 20.6232
O 7.1967 5.2053 18.5011

Results
free energy: -108441.562 eV
free energy less fixed offsets of O -569.03, Si -635.61 eV per atom: 6.228 eV
pressure: -0.86 GPa
stress xx, yy, zz, yz, xz, xy (GPa, positive in tension): 0.1, 2.37, 0.11, 0.04, -0.07, 0.03

Forces (eV/angstrom), in the order of the atoms: element, x, y, z
Si -0.0708 -0.3532 -0.3729
Si 0.1048 -0.0031 0.1404
Si 0.3465 0.0854 -0.1867
Si 0.1469 0.3428 0.3118
Si -0.1037 -0.3176 -0.3819
Si -0.0703 0.0627 -0.2791
Si -0.1073 0.0807 -0.0952
Si -0.2521 -0.0047 -0.3435
Si 0.2759 -0.2446 -0.4671
Si -0.3175 0.1568 0.181
Si -0.0524 -0.2361 0.2216
Si -0.1221 0.0627 -0.2704
Si 0.1134 0.0612 0.1861
Si -0.1087 0.1016 0.1776
Si -0.3109 -0.1591 -0.3432
Si -0.0956 0.1109 0.2006
Si 0.0804 -0.0087 -0.217
Si 0.0076 0.2502 0.3056
Si 0.2385 -0.0457 -0.1266
Si -0.0169 0.0313 0.015
Si 0.0665 -0.0953 0.2052
Si 0.2532 -0.3676 -0.057
Si -0.044 -0.0276 0.1299
Si 0.0976 0.1148 0.3941
Si -0.2335 0.1277 0.4934
Si -0.0859 0.0103 0.0883
Si -0.1144 0.0482 -0.3595
Si 0.2575 0.0812 -0.0261
Si -0.2414 -0.0297 -0.163
Si -0.0528 -0.0073 0.2041
Si -0.0961 0.0613 0.0827
Si 0.179 -0.0125 -0.0235
Si -0.0966 -0.0048 0.0858
Si -0.1148 0.1381 -0.1575
Si 0.0207 0.0549 -0.1144
Si -0.005 -0.0075 0.2558
Si 0.1576 0.0966 -0.0178
Si 0.194 -0.171 0.2516
Si 0.1652 -0.0383 0.0633
Si 0.0469 0.0382 -0.0454
Si 0.1095 0.1278 0.1216
Si -0.1669 -0.1435 0.1467
Si -0.0697 0.1349 -0.1136
Si 0.0994 -0.3323 -0.1045
Si -0.0222 -0.046 -0.1787
Si 0.0648 -0.0002 -0.0255
Si -0.0207 -0.3057 -0.0312
Si 0.228 0.2132 0.0024
Si -0.0127 0.1773 -0.1758
Si -0.0244 0.1557 -0.0984
Si -0.1753 0.0886 0.2622
Si -0.08 -0.1369 0.2582
Si -0.6752 0.8941 -0.346
Si 0.0399 -0.0863 -0.3334
Si -0.0195 0.1821 -0.032
Si 0.0482 -0.0552 0.1681
Si -0.2669 -0.0214 -0.1232
Si -0.1312 -0.0266 -0.0382
Si 0.6038 -0.0834 0.0905
Si 0.2206 -0.1083 0.158
Si 0.4418 0.4702 0.2436
Si -0.1286 -0.6675 0.0304
Si 0.1082 -0.0715 0.0407
Si -0.0431 -0.0168 0.1142
Si -0.5067 -0.0582 0.1599
Si 0.4669 -0.0184 -0.0815
Si -0.2654 0.4133 0.1748
Si -0.0875 -0.1021 0.156
Si -0.181 0.0241 0.2698
Si 0.206 -0.1172 -0.4381
Si 0.1464 -0.394 -0.3702
Si -0.0166 0.0379 0.6189
Si 0.2627 0.2434 0.0133
Si 0.0589 0.0182 -0.0795
Si -0.051 -0.0345 -0.1137
Si 0.0083 0.1922 -0.0638
Si 0.0101 -0.0192 -0.048
Si -0.0257 0.0032 -0.0937
Si -0.1121 -0.0629 -0.0562
Si -0.0171 0.1385 0.1643
Si -0.1218 -0.0384 0.2935
Si -0.0825 0.118 -0.0093
Si 0.0069 -0.0839 0.001
Si -0.0634 0.0457 0.0277
Si 0.3032 0.035 -0.3705
Si -0.0122 -0.1332 0.0578
Si 0.1315 -0.5382 0.352
Si 0.0307 0.1701 -0.063
Si 0.0167 0.02 0.1603
Si 0.0289 -0.052 0.0187
Si 0.1808 0.0022 0.0944
Si -0.0566 0.0193 -0.1506
Si -0.0479 0.128 -0.172
Si -0.0822 -0.0159 0.3418
Si -0.0041 -0.1594 0.0288
Si -0.0635 -0.032 -0.3733
Si -0.1469 0.1098 -0.3582
Si 0.0064 0.0965 -0.0067
Si 0.1529 -0.0667 0.3081
O -0.1519 0.1351 0.0178
O 0.1091 -0.0917 0.2355
O 0.1226 0.0871 -0.053
O 0.4441 -0.0012 0.0312
O 0.0634 -0.1071 0.1773
O -0.1459 -0.1166 0.1885
O 0.007 0.0733 -0.1528
O 0.1568 0.0749 -0.2707
O 0.2344 0.0258 -0.1762
O -0.1275 -0.0537 -0.1524
O -0.0837 0.0899 -0.2451
O -0.1539 -0.0144 -0.3081
O 0.2053 0.1762 0.1844
O -0.3008 -0.1115 -0.0671
O 0.0358 -0.1005 0.0013
O 0.0005 0.0068 0.0103
O -0.0357 -0.1668 0.0132
O 0.0266 0.0807 -0.0352
O 0.054 0.2302 0.0931
O -0.0154 -0.0253 0.0544
O 0.032 -0.0515 0.1325
O 0.0108 0.0566 0.0784
O 0.0514 0.0545 0.0421
O -0.1252 -0.0841 -0.0409
O -0.1503 -0.2684 0.1238
O -0.0557 -0.2677 -0.1285
O 0.0183 -0.1034 0.1099
O -0.1288 -0.2107 -0.1061
O -0.0328 0.0568 0.1954
O 0.0122 -0.0667 0.0194
O 0.15 -0.0647 0.138
O 0.0381 -0.0456 -0.3287
O 0.0051 0.0216 -0.0289
O -0.1028 0.0592 0.0744
O 0.0071 -0.0573 -0.1054
O -0.0176 -0.0651 0.1353
O -0.0147 0.0603 0.0196
O 0.1914 -0.0358 -0.1587
O 0.0543 0.0924 -0.2054
O 0.0055 0.0629 0.1174
O -0.1257 0.0252 -0.284
O -0.0299 -0.0131 -0.0355
O 0.0471 0.152 -0.0285
O -0.1523 0.0708 0.2744
O 0.0187 0.0562 -0.0902
O -0.009 -0.052 -0.0859
O -0.016 0.0588 -0.0694
O -0.1356 0.0387 -0.3338
O 0.003 -0.0088 0.0434
O 0.0175 -0.0019 -0.0176
O 0.0106 0.0094 -0.0078
O 0.033 0.0202 0.0055
O 0.0081 -0.0304 0.0549
O 0.0293 0.0391 -0.104
O 0.0019 0.0402 -0.0519
O -0.0164 -0.0063 -0.1138
O -0.0217 -0.0794 0.1303
O -0.0273 -0.022 -0.1523
O -0.0109 0.0026 0.1936
O 0.0113 0.0228 0.2092
O -0.0054 0.0185 0.1324
O -0.2299 0.0267 0.1086
O -0.0877 -0.0602 -0.2025
O 0.0204 -0.1496 0.1036
O -0.205 -0.1455 0.0664
O 0.1444 -0.0797 -0.1569
O 0.2119 0.0797 0.1797
O 0.024 0.0374 0.0823
O -0.0082 0.0687 0.0907
O -0.0108 -0.082 -0.0029
O -0.0569 0.0812 0.0689
O -0.0065 0.0354 0.0525
O -0.073 0.2744 0.1237
O -0.0111 0.0219 -0.0622
O -0.0236 0.011 0.0196
O -0.0205 -0.0319 -0.2355
O 0.0035 0.0721 -0.0208
O 0.0136 -0.0355 0.0756
O 0.0599 -0.0653 -0.0187
O -0.0087 0.0512 0.0536

The program warned: the cutoff lies below the one the program advises for these potential files.
